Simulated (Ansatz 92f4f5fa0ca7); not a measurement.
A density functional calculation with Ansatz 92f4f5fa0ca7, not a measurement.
Periodic cell of 406 atoms, Si266O140, from a study of silicon, its oxide and their interface. The atomic structure is a simulated model.
Doubt: the cutoff is far below the 930 eV that the study's wrapper takes by default for these files, so forces and energies are approximate.
This geometry differs little from another in the collection (a relaxation step or a small displacement).

Settings
functional: PBE
potential files: Ansatz PAW
basis: plane waves
wave-function cutoff: 580 eV
density cutoff ratio: 5
exchange-correlation grid ratio: 1
k mesh: 1 x 1 x 1, Gamma-centred
self-consistency stop: 5e-08 eV per atom in the density residual
occupations: fixed
spin: none
net charge: 0

Cell vectors (angstrom)
a	15.4687	0	0
b	0	12.8259	0
c	0	0	35.8215

Atoms and the computed forces on them: element, x, y, z (angstrom), force x, y, z (eV/angstrom)
Si	0.014	1.174	33.146	0.002	-0.003	-0.003
Si	3.878	1.174	33.14	0	-0.002	-0.004
Si	7.73	1.175	33.151	0.001	-0.003	-0.003
Si	11.645	1.175	33.155	-0.002	-0.003	-0.003
Si	1.946	7.581	33.146	0	0	-0.001
Si	5.796	7.584	33.138	-0.001	-0.002	-0.003
Si	9.694	7.585	33.138	0	-0.002	-0.003
Si	13.557	7.584	33.133	0	-0.004	-0.003
Si	1.934	5.247	33.555	0.083	0.037	0.029
Si	5.801	5.247	33.555	0.076	0.069	-0.095
Si	9.668	5.247	33.555	0.042	0.153	0.048
Si	13.535	5.247	33.555	0.074	0.105	0.006
Si	0	11.66	33.555	0.137	0.13	0.007
Si	3.867	11.66	33.555	-0.035	0.097	0.047
Si	7.734	11.66	33.555	0.168	0.093	0.015
Si	11.602	11.66	33.555	0.041	0.063	-0.2
Si	0	4.664	34.791	-0.02	-0.006	-0.011
Si	3.867	4.664	34.791	-0.052	0.006	-0.018
Si	7.734	4.664	34.791	-0.023	0.027	-0.014
Si	11.602	4.664	34.791	-0.04	0.005	-0.022
Si	1.934	11.077	34.791	-0.007	0.033	0.03
Si	5.801	11.077	34.791	-0.003	-0.035	-0.043
Si	9.668	11.077	34.791	-0.044	0.036	0
Si	13.535	11.077	34.791	-0.036	-0.055	-0.054
Si	0	2.332	35.204	0.005	0.022	0.057
Si	3.867	2.332	35.204	0.025	-0.017	0.006
Si	7.734	2.332	35.204	-0.079	0.011	0.092
Si	11.602	2.332	35.204	0.152	0.036	0.131
Si	1.934	8.745	35.204	0.041	0.02	0.044
Si	5.801	8.745	35.204	-0.046	0.01	-0.005
Si	9.668	8.745	35.204	0.068	0.013	-0.011
Si	13.535	8.745	35.204	0.033	0.004	-0.028
Si	1.934	1.749	0.619	0.03	0.001	-0.007
Si	5.801	1.749	0.619	-0.016	0.064	0.01
Si	9.668	1.749	0.619	-0.029	-0.04	-0.032
Si	13.535	1.749	0.619	-0.017	0.051	0.033
Si	0	8.162	0.619	-0.017	-0.021	-0.006
Si	3.867	8.162	0.619	0.003	-0.006	0.005
Si	7.734	8.162	0.619	-0.022	-0.036	-0.038
Si	11.602	8.162	0.619	-0.04	-0.007	-0.008
Si	0	5.83	1.031	0.021	0.001	0.008
Si	3.867	5.83	1.031	0.046	-0.035	-0.032
Si	7.734	5.83	1.031	0.019	0.003	0.017
Si	11.602	5.83	1.031	0.033	-0.012	-0.009
Si	1.934	12.243	1.031	0.003	0.036	0.045
Si	5.801	12.243	1.031	-0.006	0.024	0.004
Si	9.668	12.243	1.031	0.039	0.005	0.024
Si	13.535	12.243	1.031	0.029	0.044	0.027
Si	1.934	5.247	2.268	0.002	-0.049	-0.091
Si	5.801	5.247	2.268	-0.135	-0.031	-0.142
Si	9.668	5.247	2.268	-0.062	-0.022	-0.049
Si	13.535	5.247	2.268	-0.091	-0.058	-0.173
Si	0	11.66	2.268	-0.079	-0.003	0.011
Si	3.867	11.66	2.268	0.128	0.012	0.063
Si	7.734	11.66	2.268	0.003	0.045	0.191
Si	11.602	11.66	2.268	-0.107	0.045	0.189
Si	1.934	2.915	2.68	-0.027	-0.016	0.01
Si	5.801	2.915	2.68	0.007	-0.124	-0.076
Si	9.668	2.915	2.68	0.028	0.049	0.067
Si	13.535	2.915	2.68	0.023	-0.084	-0.031
Si	0	9.328	2.68	0.025	0.026	0.043
Si	3.867	9.328	2.68	0.014	0.035	0.037
Si	7.734	9.328	2.68	0.033	0.019	0.036
Si	11.602	9.328	2.68	0.052	-0.002	0.014
Si	0.366	0.215	26.423	-0.016	0.018	-0.014
Si	3.568	0.103	26.494	0.007	0.012	-0.007
Si	8.177	0.086	26.754	-0.003	0.018	-0.012
Si	11.322	0.108	26.731	0	0.023	-0.007
Si	1.629	6.428	26.381	0.02	0.014	-0.016
Si	6.121	6.261	26.714	0.001	0.023	-0.009
Si	9.235	6.483	26.77	0.017	0.01	-0.011
Si	13.903	6.566	26.51	-0.014	0.011	0.005
Si	1.97	4.107	26.908	0	-0.02	-0.001
Si	5.905	3.923	26.997	-0.002	-0.025	-0.005
Si	9.722	4.216	26.98	0	-0.006	-0.012
Si	13.587	4.207	26.979	0.002	-0.014	-0.007
Si	0.143	10.689	26.802	0.002	-0.014	-0.004
Si	4.002	10.58	26.917	-0.003	-0.016	-0.002
Si	7.637	10.649	26.922	0.001	-0.014	-0.007
Si	11.755	10.62	27.007	0.001	-0.021	-0.001
Si	0.053	3.604	28.215	0	0.004	-0.001
Si	3.895	3.54	28.185	0.002	0.001	0.004
Si	7.841	3.416	28.201	0	0.008	0.003
Si	11.644	3.625	28.214	0.001	0.002	0.004
Si	2.008	9.977	28.09	-0.003	0.007	-0.004
Si	5.833	10.02	28.298	0	0.002	0.006
Si	9.684	9.968	28.032	0.002	0.004	0.005
Si	13.698	10.031	28.174	0.001	0.003	0.009
Si	0.049	1.261	28.557	0.006	-0.007	0.005
Si	3.851	1.201	28.595	-0.001	-0.004	0.002
Si	7.828	1.168	28.785	0.004	-0.005	-0.001
Si	11.617	1.296	28.721	0.001	-0.006	-0.001
Si	1.955	7.623	28.466	0	-0.004	0.009
Si	5.798	7.638	28.625	0.003	-0.01	-0.002
Si	9.688	7.725	28.668	-0.005	-0.004	0.006
Si	13.628	7.675	28.593	0.007	-0.004	-0.002
Si	1.941	0.623	29.846	0	-0.006	-0.004
Si	5.798	0.602	29.841	-0.003	-0.007	0.003
Si	9.744	0.621	29.99	0.001	-0.004	-0.003
Si	13.598	0.635	29.813	-0.002	-0.006	0
Si	0.073	7.072	29.828	-0.003	-0.003	-0.001
Si	3.849	7.036	29.794	0.003	-0.005	-0.002
Si	7.744	7.062	29.868	0.002	-0.003	-0.004
Si	11.661	7.072	29.804	-0.004	-0.006	0.006
Si	0.056	4.747	30.272	0.001	0.004	0.001
Si	3.896	4.708	30.242	-0.002	0.007	-0.001
Si	7.786	4.708	30.215	-0.001	0.003	0
Si	11.629	4.75	30.274	-0.001	0.004	-0.001
Si	1.978	11.106	30.204	-0.002	0.004	0.001
Si	5.831	11.122	30.346	0	0.009	0
Si	9.712	11.099	30.184	0	-0.001	-0.002
Si	13.617	11.134	30.257	0.001	0.011	0.001
Si	1.97	4.099	31.49	0	0.001	-0.005
Si	5.839	4.115	31.464	0.001	0.002	-0.007
Si	9.693	4.115	31.49	0.001	0.002	-0.006
Si	13.572	4.121	31.477	0	0.003	-0.005
Si	0.059	10.52	31.485	0.002	0.002	-0.006
Si	3.872	10.504	31.498	-0.003	0.003	-0.005
Si	7.796	10.512	31.49	0.001	0.005	-0.008
Si	11.644	10.515	31.453	-0.002	0	-0.011
Si	1.945	1.763	31.912	0	0.001	0.002
Si	5.805	1.779	31.894	0	0.002	-0.001
Si	9.695	1.791	31.996	-0.001	0	0.001
Si	13.572	1.781	31.889	0.002	0.002	-0.002
Si	0.033	8.191	31.907	0.002	-0.001	-0.001
Si	3.86	8.168	31.885	-0.002	-0.001	0
Si	7.747	8.181	31.935	0.001	-0.002	0
Si	11.635	8.19	31.891	0.001	0	-0.001
Si	0	2.332	3.917	0.012	-0.238	-0.382
Si	3.867	2.332	3.917	0.187	-0.063	0.015
Si	7.734	2.332	3.917	-0.315	-0.108	-0.061
Si	11.602	2.332	3.917	0.055	-0.127	-0.082
Si	1.934	8.745	3.917	-0.001	-0.166	0.025
Si	5.801	8.745	3.917	-0.078	0.119	0.338
Si	9.668	8.745	3.917	-0.128	-0.069	0.126
Si	13.535	8.745	3.917	-0.179	-0.081	0.028
Si	1.913	6.405	4.32	0.001	0.006	0.001
Si	5.743	6.409	4.311	-0.002	0.001	-0.001
Si	9.627	6.406	4.327	0	0.002	-0.001
Si	13.496	6.405	4.308	0.002	0.002	-0.001
Si	-0.021	12.818	4.334	0	0.003	0.004
Si	3.894	12.823	4.342	0.001	0.003	0.002
Si	7.736	12.818	4.367	-0.002	0.002	0.003
Si	11.569	12.819	4.365	0.001	0.002	0.003
Si	-0.042	5.786	5.501	0	0	-0.002
Si	3.828	5.809	5.579	-0.002	-0.001	0.001
Si	7.657	5.825	5.527	0.005	-0.001	-0.004
Si	11.564	5.812	5.551	-0.001	-0.002	-0.001
Si	1.938	12.183	5.503	0	-0.001	-0.001
Si	5.815	12.266	5.652	-0.001	-0.001	0.001
Si	9.643	12.221	5.661	0.003	-0.001	-0.002
Si	13.507	12.217	5.586	-0.001	-0.003	-0.001
Si	0.009	3.459	5.938	-0.001	-0.002	0.003
Si	3.899	3.471	5.994	0.001	-0.001	0.006
Si	7.65	3.476	5.977	-0.003	-0.003	0.006
Si	11.6	3.466	5.977	0.004	0	0.008
Si	1.907	9.87	5.993	-0.002	-0.003	0.007
Si	5.765	9.923	6.04	0.005	-0.001	0.012
Si	9.618	9.882	6.009	-0.001	-0.005	0.006
Si	13.478	9.891	5.989	-0.001	-0.002	0.006
Si	1.946	2.791	7.1	0.001	-0.003	-0.002
Si	5.778	2.909	7.367	0.002	-0.001	0.007
Si	9.607	2.773	7.056	0.005	-0.005	0.001
Si	13.577	2.807	7.149	0	-0.006	0.004
Si	-0.059	9.255	7.178	-0.002	0	-0.001
Si	3.812	9.294	7.287	0	0	0.002
Si	7.694	9.384	7.322	-0.002	-0.001	0.002
Si	11.542	9.329	7.266	-0.001	-0.007	0
Si	-0.109	6.922	7.541	-0.001	0.005	0.004
Si	3.764	6.959	7.65	0.003	0.003	-0.003
Si	7.549	7.022	7.548	0.005	0.006	0.004
Si	11.539	6.98	7.599	-0.001	0.008	-0.003
Si	1.958	13.296	7.552	-0.003	0	-0.006
Si	5.828	13.393	7.786	0	0.001	-0.005
Si	9.623	13.348	7.795	-0.005	0.007	0
Si	13.508	13.333	7.679	-0.003	0.009	-0.002
Si	1.793	6.296	8.77	-0.004	0.003	-0.002
Si	5.678	6.402	8.906	0.003	0.007	0.005
Si	9.511	6.354	8.604	-0.003	0.004	-0.001
Si	13.46	6.252	8.788	0.003	0.003	0.001
Si	0.035	12.695	8.777	-0.001	0.011	0
Si	3.839	12.691	8.866	0.002	0.008	0.001
Si	7.698	12.928	9.228	0.004	0.005	-0.004
Si	11.605	12.825	9.053	0.003	0.014	-0.002
Si	1.971	3.947	9.108	0	-0.006	-0.001
Si	5.816	4.099	9.498	-0.002	-0.004	-0.015
Si	9.578	4.049	8.957	-0.006	0.003	-0.006
Si	13.688	3.927	9.19	-0.01	-0.005	-0.002
Si	-0.117	10.366	9.251	-0.001	-0.008	-0.001
Si	3.716	10.363	9.43	-0.002	-0.001	-0.012
Si	7.664	10.566	9.469	-0.007	-0.007	-0.007
Si	11.46	10.459	9.383	-0.003	-0.007	-0.01
Si	0.176	3.339	10.502	-0.002	0.016	0
Si	3.783	3.404	10.558	-0.008	0.018	0.008
Si	7.93	3.658	10.586	0.002	0.02	0.004
Si	11.561	3.578	10.064	0.014	0.031	0.001
Si	1.69	9.696	10.613	-0.004	0.024	0.017
Si	5.701	9.907	10.647	0.002	0.017	0.005
Si	9.565	9.789	10.689	0.003	0.006	0.012
Si	13.393	9.725	10.477	0.012	0.021	0.008
Si	0.449	0.983	10.797	-0.005	-0.014	0.003
Si	3.613	1.063	10.873	-0.001	-0.02	0.001
Si	8.192	1.459	11.354	-0.006	-0.013	0.007
Si	11.329	1.445	10.986	0.014	-0.02	0
Si	1.346	7.329	10.848	0.005	-0.016	0.002
Si	5.96	7.533	10.982	-0.007	-0.018	-0.001
Si	9.103	7.523	10.559	-0.005	-0.011	0.007
Si	13.647	7.403	10.827	-0.002	-0.021	0.006
O	13.344	10.363	11.999	0.002	-0.006	-0.013
O	8.382	17.446	11.878	-0.008	-0.007	-0.008
O	9.756	1.897	19.244	-0.001	-0.004	-0.003
O	7.214	0.745	25.613	0.006	-0.004	-0.004
O	8.142	5.869	14.165	0.003	-0.003	0.003
O	4.567	3.06	16.392	0.001	0.006	0.001
O	-3.988	8.778	23.408	0.007	-0.002	-0.003
O	11.778	5.457	23.786	0	-0.002	-0.01
O	0.577	4.171	11.913	-0.006	-0.009	0.001
O	11.591	17.652	11.121	0.001	-0.015	-0.005
O	5.804	10.903	11.987	-0.027	0.005	0.031
O	13.711	8.788	18.623	0	-0.001	0
O	-0.445	12.976	11.903	0.001	0.004	-0.002
O	7.515	1.434	12.902	0.011	-0.012	-0.018
O	-2.703	10.658	21.948	0.003	-0.001	-0.01
O	6.049	7.475	14.555	-0.006	-0.004	0.007
O	2.1	6.414	11.996	-0.001	0.007	0.004
O	-2.764	19.701	12.102	0.013	0.007	-0.003
O	12.413	14.253	12.245	-0.012	-0.008	-0.009
O	5.153	6.73	12.197	0.008	0.008	-0.01
O	2.026	13.649	11.308	-0.002	0.009	0.006
O	9.769	9.944	12.375	-0.001	0.006	-0.01
O	7.189	11.827	16.29	-0.013	0.005	-0.004
O	3.3	4.054	12.034	0.008	-0.008	0
O	5.57	12.075	14.326	-0.048	-0.02	-0.046
O	4.442	9.639	25.579	-0.006	0.005	0.005
O	9.997	4.059	25.298	-0.002	-0.007	0.005
O	6.159	3.944	19.513	0.001	0	-0.003
O	0.449	9.96	25.323	0.007	0.007	0.011
O	2.582	6.894	25.083	-0.019	0	0.008
O	4.543	0.84	25.379	-0.012	-0.01	-0.005
O	10.089	6.727	25.363	-0.004	-0.003	0.003
O	20.799	8.321	20.943	0.007	-0.005	-0.001
O	12.328	14.793	20.752	0.003	-0.002	-0.001
O	25.599	10.92	22.499	0	0.001	-0.012
O	13.892	6.364	17.614	0	-0.001	0.001
O	17.451	0.286	26.009	0.004	0	-0.006
O	2.05	3.135	25.53	-0.003	0	0.013
O	7.085	10.231	25.388	0.01	0.005	0.005
O	13.599	3.199	25.667	0.001	0.015	0.003
Si	2.379	3.7	24.027	-0.005	0.002	0
Si	12.02	15.449	16.25	-0.005	-0.003	-0.007
Si	9.75	9.202	13.849	0.006	0	-0.007
Si	13.378	4.839	14.731	-0.002	0.001	-0.016
Si	-5.685	12.433	21.975	0.002	-0.003	0.011
Si	20.204	11.783	22.219	-0.004	0.003	0.014
Si	9.931	0.301	19.009	0	0.003	0
Si	17.187	27.093	19.01	-0.005	-0.001	-0.003
Si	0.892	-7.09	15.105	-0.008	0	-0.012
Si	19.906	1.698	17.336	-0.004	-0.004	-0.007
Si	21.24	7.69	22.385	0.006	-0.005	0.015
Si	5.783	15.271	20.011	-0.003	0.001	0.002
Si	6.589	6.653	17.282	0	-0.001	-0.002
Si	20.34	-0.925	12.881	-0.057	-0.051	0.053
Si	17.358	23.809	13.455	0.096	-0.013	-0.03
Si	-0.088	3.889	19.704	0.001	-0.002	-0.001
Si	-2.847	8.72	24.593	-0.007	0.001	-0.005
Si	12.524	-0.089	17.543	-0.005	0.003	-0.004
Si	12.441	3.488	20.204	-0.001	0.002	0.002
Si	22.455	0.788	22.124	0.003	0.004	0.012
Si	-2.491	14.946	13.61	-0.003	0.012	0.002
Si	17.421	4.857	12.509	-0.002	-0.001	-0.004
Si	13.135	23.367	13.585	-0.007	-0.005	-0.006
Si	7.635	15.179	14.288	-0.001	0.005	0.005
Si	15.101	-0.027	13.53	-0.007	0	-0.015
Si	12.699	5.628	22.461	-0.003	-0.002	0.008
Si	7.538	30.442	19.353	0.002	-0.004	0.003
Si	15.329	21.711	18.906	-0.001	0.003	-0.004
Si	3.271	14.459	21.73	-0.001	-0.001	0.008
Si	10.032	-22.382	18.426	-0.001	0.001	-0.002
Si	7.642	7.276	14.779	0.001	-0.002	-0.014
Si	-9.778	9.984	24.558	0	0	-0.002
Si	-1.338	11.526	21.827	-0.004	0	0.008
Si	15.451	22.524	23.787	-0.002	0.002	0.005
Si	15.253	-13.897	18.832	0.001	0.003	-0.011
Si	-11.025	9.103	17.313	0.005	0.003	-0.011
Si	26.769	6.008	12.155	-0.005	-0.007	-0.018
Si	-9.505	14.381	24.98	0.007	-0.006	0
Si	21.062	-0.972	15.945	0.003	0	-0.013
Si	15.745	5.222	22.375	0.002	-0.004	0.011
Si	2.427	-4.44	15.059	-0.003	0.001	-0.009
Si	3.953	6.264	24.396	0.003	-0.006	0.003
Si	25.733	18.24	24.376	-0.008	0.009	0.007
Si	8.41	0.074	16.194	-0.005	-0.004	-0.014
Si	1.251	-4.732	21.528	0	-0.001	0.012
Si	9.025	4.766	13.383	0.001	0.001	-0.003
Si	5.385	17.039	15.516	-0.003	-0.001	-0.006
Si	-2.651	-5.244	17.96	0.002	-0.002	0
Si	12.245	20.692	14.948	0	-0.004	-0.014
Si	10.835	24.401	15.124	0.002	0.008	-0.011
Si	-1.999	1.733	24.99	-0.005	0.002	0.007
Si	11.153	7.497	20.551	-0.001	0.001	0.003
Si	24.022	-6.729	21.806	0.004	-0.002	0.015
Si	0.056	6.212	17.853	-0.003	0.002	-0.001
Si	19.518	-3.604	20.464	-0.005	0.002	0.005
Si	11.36	9.879	22.183	-0.002	0	0.014
Si	4.807	6.752	13.811	0.002	0.001	-0.001
Si	12.487	26.88	22.194	0	-0.006	0.007
O	13.189	-3.724	14.385	-0.001	0.006	0.008
O	20.463	10.432	16.505	0.002	0	0.006
O	19.569	-3.313	18.86	-0.001	0	0
O	16.572	8.838	22.977	0.001	-0.002	-0.01
O	5.94	3.094	25.536	0	0.019	0.007
O	-4.612	8.016	14.1	-0.003	0.002	0.008
O	7.132	6.261	18.772	-0.002	-0.001	-0.004
O	15.221	7.22	11.294	-0.001	0.002	0.005
O	23.128	-6.127	26.297	-0.017	-0.005	-0.001
O	11.617	20.007	19.007	0	0	-0.001
O	3.101	8.585	16.534	-0.011	-0.003	-0.007
O	11.224	4.009	19.257	0.005	-0.001	0.002
O	2.912	14.469	17.922	0.003	0.001	0
O	-1.514	12.11	17.928	0.007	-0.006	0.003
O	11.054	-3.721	20.782	0.002	0.004	-0.001
O	-2.605	-5.465	25.485	0.01	-0.011	-0.003
O	10.004	10.172	15.148	-0.002	-0.007	0.005
O	15.206	11.092	22.972	0.004	-0.001	-0.008
O	4.598	5.255	14.486	-0.002	0.004	0.005
O	8.173	17.676	20.844	-0.002	-0.003	-0.011
O	4.607	13.314	12.08	-0.013	0.003	0.009
O	3.455	11.183	13.148	-0.002	0.024	-0.013
O	-0.572	0.916	25.227	0.015	-0.013	0.001
O	19.544	-2.185	21.273	0.002	0.003	-0.006
O	16.11	7.72	18.065	0.004	0	0
O	11.76	11.427	13.782	0.005	0.001	0.007
O	-2.714	14.32	17.176	-0.002	0.01	0
O	-5.664	1.096	11.562	-0.011	0	0.011
O	15.884	-2.507	18.364	0.002	-0.006	0.001
O	1.905	17.709	14.149	0.003	-0.002	0
O	33.625	8.422	20.851	-0.001	-0.001	-0.008
O	6.064	-16.817	23.493	-0.003	0.008	-0.004
O	12.642	6.298	14.716	-0.002	0	0.01
O	16.578	6.486	21.77	-0.001	-0.001	-0.01
O	14.043	8.9	23.832	-0.007	-0.005	-0.014
O	8.286	8.555	14.039	0	0.001	0.01
O	0.088	8.635	20.51	0.002	0	-0.001
O	-3.624	14.749	14.779	0.006	0	0
O	7.762	14.31	15.669	-0.004	0.005	-0.001
O	13.75	0.236	22.069	-0.005	0.003	-0.008
O	5.166	6.585	25.426	0.011	-0.004	0.003
O	7.85	7.234	16.401	0	0	-0.006
O	14.909	5.294	14.594	0.005	-0.001	0.012
O	10.606	18.024	13.414	0	0.004	0.01
O	10.129	7.026	11.718	-0.004	0.001	0.005
O	1.253	10.454	12.041	0.032	-0.002	0.033
O	14.819	-1.343	20.368	-0.008	-0.001	0.01
O	7.177	6.898	22.164	-0.012	0.006	-0.007
O	17.266	-3.012	14.585	0.017	0.032	-0.025
O	0.335	5.367	19.197	0	-0.002	-0.003
O	3.549	7.762	14.042	0.001	-0.002	0.006
O	12.975	2.117	23.476	0.006	0.001	0
O	-9.116	3.345	14.514	0.008	-0.006	0.003
O	1.17	7.341	15.023	0.008	0.006	0.012
O	8.653	4.125	18.347	-0.004	0.001	0.003
O	11.481	12.665	18.79	0.001	0.001	-0.001
O	12.318	6.913	21.541	0.006	-0.005	-0.003
O	-3.599	11.841	16.347	-0.004	-0.008	-0.003
O	19.941	6.844	22.954	-0.003	0	-0.006
O	6.074	5.231	16.609	-0.002	-0.001	0.004
O	0.026	19.549	26.003	-0.005	0	-0.008
O	15.629	3.973	21.315	0.001	0.004	-0.004
O	16.367	12.913	18.639	0.005	0.005	-0.002
O	12.159	9.964	25.532	-0.001	0.01	0.003
O	20.925	14.477	18.621	-0.001	0	0.001
O	21.587	12.342	21.556	-0.002	-0.002	-0.01
O	7.051	1.815	20.844	0.002	-0.004	-0.003
O	9.179	5.479	23.169	0.009	-0.004	0.001
O	12.113	8.055	16.566	-0.002	0.003	0
O	-2.534	16.805	16.067	0.001	0.003	0.003
O	12.421	4.333	21.563	0.001	0.002	-0.006
O	16.362	18.23	16.705	0.003	0	-0.002
O	9.48	12.363	20.365	-0.001	-0.002	0.006
O	14.27	5.713	22.88	0	0.001	-0.01
O	4.76	0.309	16.536	0.006	-0.005	0.003
O	9.033	-0.014	17.694	0.003	0.001	0.004
O	23.909	0.258	22.637	-0.001	-0.001	-0.01
O	4.496	15.282	21.018	-0.002	0	-0.007
O	9.633	12.676	15.122	0.003	-0.003	0.004
O	10.565	2.994	16.899	0.005	-0.001	0.002
O	16.654	12.402	13.933	0.01	-0.006	0.007
O	-1.142	11.497	14.126	0.002	0.005	0.008
O	16.546	17.43	23.641	0	-0.002	-0.009
O	3.685	13.019	22.366	0.003	-0.005	-0.01
O	17.659	14.142	20.561	0.002	0.001	0
O	6.208	14.361	23.365	-0.003	0.001	0.003
O	13.188	3.756	13.482	0.001	-0.004	0.012
O	11.043	0.529	22.446	0.002	0.001	-0.012
O	9.744	13.111	26.238	-0.003	-0.003	0.001
O	14.389	14.19	14.071	0.004	-0.008	0.009
O	24.416	16.143	14.126	0.001	0.009	0.006
O	-7.882	-5.508	11.195	0.01	0.003	0.002
O	12.296	13.602	25.594	-0.008	-0.008	-0.004
O	-1.656	3.646	19.358	-0.005	0	0.003
O	5.47	7.831	17.396	-0.002	0.001	0.003
O	3.696	17.496	24.14	0.012	0.007	-0.01
O	9.677	6.935	20.962	-0.001	0	-0.01
O	2.648	2.529	22.94	-0.003	0.003	-0.005
O	0.751	-10.081	18.936	0.001	-0.002	0
O	20.608	11.272	23.714	0.002	-0.005	-0.006

Results
free energy: -248720.574 eV
free energy less fixed offsets of O -568.88, Si -635.61 eV per atom: -5.114 eV

The program warned: the cutoff lies below the one the program advises for these potential files; the forces do not sum to zero within the program's tolerance; the exchange-correlation potential is rough where the density is thin.
